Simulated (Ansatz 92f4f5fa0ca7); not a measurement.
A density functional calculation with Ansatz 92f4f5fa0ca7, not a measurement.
Periodic cell of 197 atoms, Si117O80, from a study of silicon, its oxide and their interface. The atomic structure is a simulated model.

Settings: functional PBE; potential files Ansatz PAW; basis plane waves; wave-function cutoff 700 eV; density cutoff ratio 5; exchange-correlation grid ratio 2; k mesh 2 x 2 x 1, shifted by 0.5 0.5 0.5 of a step; self-consistency stop 5e-08 eV per atom in the density residual; occupations Fermi-Dirac, 0.05 eV; spin none; net charge 0.

Cell vectors (angstrom)
a	11.5983	0	0
b	0	11.5983	0
c	3.5739	-2.1102	26.6136

Atoms and the computed forces on them: element, x, y, z (angstrom), force x, y, z (eV/angstrom)
Si	2.551	7.5932	-0.4726	0.0883	0.1389	-0.1036
Si	3.021	1.4191	0.7049	-0.1325	-0.5079	0.1339
Si	0.8107	3.3303	0.1229	0.4772	-0.1639	-0.455
Si	10.2392	9.8711	-1.536	0.04	-0.0367	-0.2074
Si	4.2158	3.433	1.1848	0.1672	0.3297	-0.4035
Si	4.8824	5.6356	-0.9399	-0.158	0.0954	-0.2903
Si	11.4422	7.973	0.5155	0.2263	0.014	-0.0427
Si	9.0622	1.601	1.3934	-0.2304	-0.4652	0.1952
Si	10.013	3.4711	0.2737	-0.3148	-0.3098	-0.2296
Si	8.1425	11.3844	0.1702	0.0065	0.5153	-0.1294
Si	7.2429	1.6341	3.1729	0.2251	-0.3843	-0.1814
Si	6.7898	6.847	1.1834	-0.2369	-0.082	-0.0178
Si	7.8973	9.7505	1.8632	0.021	0.233	0.203
Si	10.8649	0.8967	2.7761	0.0655	0.2573	-0.4394
Si	9.6205	5.5247	1.3853	-0.0409	0.6569	0.3363
Si	13.7513	8.2417	2.399	0.0652	0.0651	-0.3732
Si	13.4064	0.5807	2.5817	-0.1679	-0.0598	-0.2961
Si	13.8117	4.2485	2.0614	-0.2393	0.1927	0.0678
Si	6.5594	-0.789	3.6249	0.018	0.1793	-0.1385
Si	5.5987	3.3087	3.1342	0.1239	-0.0305	0.3347
Si	6.0643	5.6218	3.8021	-0.1101	0.0498	-0.1669
Si	10.0998	-1.111	3.7715	0.0043	-0.3975	-0.1723
Si	10.3104	2.8273	4.1003	0.1685	0.129	0.2886
Si	10.0861	5.2941	3.7465	0.2105	-0.1362	-0.0444
Si	14.0511	-1.4	3.6769	-0.098	-0.0156	0.0143
Si	13.8665	2.5248	3.766	-0.1646	0.1507	0.163
Si	13.9231	6.1785	3.5559	-0.004	-0.218	-0.0699
Si	4.4721	-1.3362	4.9047	0.1236	0.0525	0.1741
Si	4.2359	2.5593	5.0343	0.1505	0.0111	-0.2343
Si	4.1753	6.1846	5.1048	0.013	-0.0149	0.0521
Si	8.2467	-1.3177	5.1727	-0.2184	0.0375	0.3253
Si	8.3183	2.2908	5.1663	-0.0115	0.0398	-0.1816
Si	8.1176	6.0577	4.929	0.079	-0.0546	0.0448
Si	12.1078	-1.5454	5.0142	-0.0018	-0.0865	0.1813
Si	12.1946	2.4659	5.3641	0.0352	0.4152	0.0802
Si	12.0378	6.1013	4.9711	-0.0424	-0.024	-0.0609
Si	4.3278	8.2472	6.3275	-0.0214	-0.0156	-0.065
Si	4.3684	0.5473	6.3942	0.0986	0.0573	-0.0581
Si	4.1733	4.3414	6.5877	0.032	0.0194	0.0275
Si	8.1506	8.1307	6.2346	0.042	-0.0215	-0.0976
Si	8.3061	0.4924	6.6172	0.0369	-0.0362	0.2233
Si	8.0487	4.2548	6.4326	-0.0824	-0.0687	0.2384
Si	12.0445	8.0869	6.3229	0.0408	-0.1363	-0.0448
Si	12.1786	0.3956	6.4558	-0.1188	-0.0106	-0.1252
Si	12.1256	4.4045	6.6244	0.011	-0.0475	-0.0263
Si	6.2583	8.1299	7.7138	-0.0301	0.0202	0.115
Si	6.286	0.5264	7.8168	-0.0691	-0.0816	-0.0315
Si	6.1616	4.2958	7.8839	0.0725	0.0346	-0.0183
Si	10.0796	8.1442	7.6005	0.1007	-0.0157	-0.0151
Si	10.2978	0.4941	7.837	0.0192	0.0128	-0.1257
Si	10.053	4.3004	7.7098	0.0424	0.0313	-0.1264
Si	13.9675	8.1941	7.79	-0.0224	0.0631	-0.0634
Si	14.0442	0.4893	7.9195	-0.0448	-0.0261	-0.0083
Si	13.9548	4.3604	8.101	0.0363	0.0965	0.0806
Si	6.2842	-1.4867	9.0554	-0.0666	0.0428	-0.1664
Si	6.2739	2.3774	9.2804	-0.0842	0.0692	-0.0956
Si	6.1519	6.242	9.2426	0.0744	-0.03	-0.2178
Si	10.2778	-1.5328	8.9626	-0.1874	-0.1271	0.143
Si	10.2964	2.4533	9.1289	-0.1829	0.0541	-0.0185
Si	9.9369	6.2412	8.9703	-0.1486	-0.0716	-0.0713
Si	13.9658	-1.5014	9.2689	-0.0522	-0.0021	0.0085
Si	13.9616	2.3932	9.447	-0.0249	-0.0076	-0.0871
Si	13.9337	6.367	9.3681	0.0484	-0.0826	0.0056
Si	4.4029	-1.4853	10.4972	-0.0228	-0.0593	-0.1371
Si	4.3821	2.2959	10.7108	0.1056	0.2177	0.0402
Si	4.3038	6.4056	10.7586	0.0104	-0.0442	0.4713
Si	8.3282	-1.5097	10.2306	0.2344	-0.0783	-0.2797
Si	8.3579	2.3787	10.4189	0.1667	0.0551	-0.1623
Si	8.1346	6.1818	10.5228	0.1095	-0.1721	0.0014
Si	11.9507	-1.4866	10.6706	-0.0901	-0.1885	-0.1082
Si	11.9744	2.4758	10.8278	-0.1664	-0.0728	-0.0329
Si	11.7544	6.2823	10.3849	-0.0472	0.0464	-0.1803
Si	4.7384	8.3751	11.9815	0.2585	0.1517	0.0452
Si	4.6829	0.3368	11.9097	0.1882	-0.1046	-0.0214
Si	4.6285	3.7734	12.5476	-0.0717	-0.4135	-0.5502
Si	8.6318	8.208	11.6008	-0.1399	0.2193	0.2921
Si	8.8973	0.3681	11.5177	-0.1453	0.0447	0.2277
Si	8.6776	4.2212	11.881	-0.2915	-0.0439	-0.0796
Si	11.0423	8.1098	11.6982	0.0765	-0.0074	0.2496
Si	11.3793	0.4545	11.9898	-0.1798	-0.0281	-0.0391
Si	11.163	4.521	11.8779	0.2577	0.1272	0.2377
Si	6.8801	8.8226	13.1134	0.6323	0.0131	0.1443
Si	6.9412	0.273	12.7984	0.4486	-0.3223	0.4946
Si	6.9249	3.3264	13.4206	0.4058	-0.2238	0.1223
Si	13.3576	7.7051	14.866	0.0703	-0.1959	-0.185
Si	12.5729	0.4086	14.1425	0.0131	-0.0485	0.0651
Si	12.6178	2.6146	16.3666	-0.1627	-0.0156	0.2117
Si	3.7753	8.6036	14.1171	-0.387	0.29	0.0276
Si	3.4891	0.1701	13.971	-0.1937	-0.2375	0.0631
Si	3.8999	2.7824	15.2671	0.1511	0.0373	0.1386
Si	5.6168	4.3982	15.7106	-0.2159	-0.242	0.0868
Si	12.3334	9.4778	16.0663	0.1346	0.0623	0.1668
Si	10.1407	5.0652	20.1498	0.1577	-0.047	0.2792
Si	11.5506	6.8772	13.6547	0.1451	0.0071	-0.0926
Si	5.4364	7.3456	15.1949	0.1684	0.5256	-0.1939
Si	7.8911	-2.0851	20.0223	0.0686	0.1377	0.0976
Si	15.0539	-1.7742	23.0367	-0.0631	-0.0681	-0.1238
Si	13.9505	-2.1496	18.594	-0.1311	0.0844	0.1818
Si	6.1397	0.759	21.6037	0.0436	-0.1086	0.0931
Si	12.7592	5.5404	16.8397	-0.1117	0.1185	0.0886
Si	8.8038	9.4552	25.5355	0.1315	-0.1525	-0.0724
Si	12.5083	-1.9519	21.4236	-0.0241	-0.1457	0.0885
Si	7.7624	9.8648	22.8656	-0.0762	-0.111	0.0504
Si	11.1389	0.7354	21.6345	-0.0227	-0.1256	-0.0532
Si	8.6393	0.8862	20.1295	-0.0081	-0.0223	0.0823
Si	5.8985	6.3326	17.948	-0.1122	0.0851	0.378
Si	8.1795	6.825	18.4611	-0.1996	0.0526	0.1913
Si	12.5155	6.6482	21.1321	-0.0963	0.0294	0.1926
Si	15.7782	1.2202	23.711	0.011	-0.0569	-0.2547
Si	7.5404	7.2593	24.172	0.0381	-0.0625	-0.1962
Si	10.3628	7.3538	16.3998	0.211	0.137	-0.1975
Si	12.9152	2.097	23.899	-0.0289	0.1767	-0.3773
Si	11.0457	2.2438	19.0754	-0.0306	0.038	0.1606
Si	12.3352	5.2265	23.7187	-0.1126	0.1342	-0.2447
Si	16.4289	-1.5175	20.3465	0.0231	0.0504	0.1332
Si	9.3644	4.9215	23.2059	-0.0436	0.2083	-0.0239
Si	2.9768	6.5265	18.8945	-0.154	0.1299	0.2446
O	0.9709	7.222	-0.4115	-0.1502	-0.1038	0.0597
O	9.0488	10.9125	-1.1371	-0.2245	-0.0056	0.1252
O	11.0321	9.3869	-0.1937	-0.0442	-0.0414	0.1357
O	3.0352	8.2103	0.9742	-0.1559	-0.0253	0.2155
O	7.9803	5.7382	1.2734	0.1416	-0.1323	-0.0531
O	5.9304	6.611	-0.1693	0.1938	0.1236	0.135
O	12.1448	8.3368	1.947	-0.0242	-0.0083	0.1287
O	7.3447	8.364	1.203	0.1545	-0.0549	-0.1358
O	5.8227	6.6358	2.4794	0.0288	-0.2161	0.1417
O	9.4237	9.4901	2.5358	-0.0033	0.3049	0.0599
O	10.2368	6.9114	0.7106	-0.1254	-0.1701	-0.0095
O	4.2329	5.2726	12.0032	0.1148	0.2117	-0.2816
O	3.5226	3.3187	13.7259	-0.0251	0.2631	-0.046
O	14.2572	2.7526	16.3484	0.0454	-0.0853	-0.0839
O	11.7688	5.2228	13.3086	-0.4612	0.3511	-0.2738
O	3.3772	6.2477	-0.8119	0.0308	-0.1596	0.0436
O	12.6966	5.3982	22.1488	0.0363	-0.0313	0.0206
O	1.6445	1.8772	-0.1217	-0.1782	0.6659	0.1629
O	6.9088	8.532	23.3479	0.0861	0.0818	0.0495
O	10.7344	5.4935	23.8999	0.0632	-0.063	0.0394
O	8.8649	3.604	24.0689	-0.0113	-0.0408	0.234
O	4.8604	4.1567	-0.2408	-0.1117	-0.3809	0.4329
O	0.9389	3.9639	-1.4317	-0.0428	-0.0377	0.391
O	10.2012	9.7555	26.2952	0.0816	-0.0805	-0.0882
O	14.8345	-3.0334	24.0675	0.0027	-0.0451	0.0692
O	2.7264	8.7028	-1.6473	0.0135	-0.0644	0.1954
O	12.2054	-3.5068	21.8676	0.038	0.0419	-0.1014
O	6.2596	-2.2052	19.9662	-0.0732	-0.0163	-0.0842
O	12.7044	3.7038	24.1401	0.014	-0.1261	0.134
O	6.8477	7.8604	14.4738	-0.3153	-0.0768	0.0219
O	6.8575	-0.4482	22.4623	0.0026	0.0252	0.0405
O	6.9992	3.9039	14.9776	0.132	0.0758	0.0903
O	7.0216	10.4153	13.6716	-0.4115	-0.0493	-0.4863
O	10.3393	6.9878	14.7972	-0.1313	-0.1755	0.0964
O	5.9225	4.8192	17.2655	-0.0473	0.1606	-0.1502
O	10.8558	8.9256	16.5814	-0.1178	-0.0164	0.0787
O	12.1529	1.7238	15.0761	0.0588	0.0545	-0.0421
O	8.8944	7.0069	16.992	-0.0138	-0.0686	0.0116
O	14.1849	-3.6882	18.113	0.1213	-0.139	-0.1156
O	4.2805	1.1918	15.0315	-0.1449	-0.1116	0.0168
O	7.0747	1.6695	13.7036	-0.2572	0.5365	-0.1785
O	5.137	5.7535	14.8647	0.1194	-0.0987	0.2873
O	8.8425	5.5934	19.319	-0.0257	0.0632	-0.0897
O	15.6851	-0.4365	23.7457	-0.0029	0.0574	0.029
O	12.9343	-2.0016	19.8567	0.0548	0.0114	-0.1252
O	8.3518	-0.6034	19.5003	0.0033	-0.0421	-0.0154
O	12.1033	4.1536	16.2976	0.0393	0.0721	-0.0865
O	9.6454	4.5522	21.637	0.0054	-0.0422	-0.0616
O	13.2323	-1.4477	17.3016	-0.0194	-0.0103	-0.0449
O	13.6146	-1.3258	22.4305	0.0565	0.0599	0.0499
O	3.7404	10.2345	14.545	0.0402	-0.2169	-0.0697
O	11.7322	1.454	22.9675	0.0618	0.0404	0.1167
O	11.7994	1.4409	20.3006	-0.0507	0.0675	-0.0728
O	15.9238	-2.2623	21.7269	-0.0101	0.0575	-0.0292
O	12.059	-0.9319	14.9703	0.0464	0.0936	-0.1769
O	5.0112	0.0764	20.6424	0.0085	0.0274	-0.0627
O	12.8912	1.3766	25.3545	0.174	-0.0836	0.425
O	8.5299	-2.2377	21.5233	-0.0107	0.0231	-0.0577
O	13.6669	6.2847	15.7046	0.2364	-0.1629	0.2254
O	13.9612	6.7059	20.3908	0.0869	-0.0131	-0.1641
O	8.7504	10.2692	24.1051	0.0239	0.049	0.0717
O	11.4743	6.4722	17.2215	0.0235	-0.054	-0.0315
O	7.5219	9.8451	26.4682	-0.1077	0.1495	-0.029
O	11.9526	1.9943	17.7395	0.0552	-0.0018	-0.1601
O	11.2022	6.3097	20.2306	-0.0342	-0.0293	-0.0896
O	15.4039	-1.5884	19.081	-0.031	-0.0189	-0.0436
O	8.6784	7.8543	25.1973	-0.0113	0.0057	0.0655
O	13.183	6.376	24.4865	0.0477	0.0123	0.1453
O	14.3592	1.8363	23.1752	0.0391	-0.0101	0.0759
O	8.4606	-3.3224	19.1664	0.0743	-0.0462	-0.0596
O	9.5202	0.926	21.518	0.018	-0.0057	-0.04
O	11.2917	-0.8954	21.5982	0.0281	0.0631	-0.0304
O	5.5967	7.5089	16.8225	-0.0455	-0.2739	-0.0659
O	8.2402	6.1172	23.2353	0.0502	-0.0291	0.0515
O	4.5987	6.3305	18.9925	0.2014	-0.051	-0.2234
O	10.9102	3.8399	19.3981	-0.0135	-0.0191	-0.0633
O	9.4888	1.6839	18.9741	-0.0082	-0.0042	0.0151
O	7.2089	1.5356	20.6334	-0.0017	-0.0117	-0.0174
O	13.7522	5.3266	18.1377	0.0544	-0.0774	-0.1748
O	5.3706	1.7045	22.6815	-0.0562	0.0016	0.0505

Results
free energy: -119882.087 eV
free energy less fixed offsets of O -569.03, Si -635.61 eV per atom: 6.683 eV
pressure: -0.76 GPa
stress xx, yy, zz, yz, xz, xy (GPa, positive in tension): 1.03, 1.12, 0.12, -0.09, -0.19, 0.55

The program warned: the cutoff lies below the one the program advises for these potential files.
